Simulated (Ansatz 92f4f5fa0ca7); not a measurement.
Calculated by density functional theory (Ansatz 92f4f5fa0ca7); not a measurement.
Periodic cell of 186 atoms, Si104O82, from a study of silicon, its oxide and their interface. The atomic structure is a simulated model.

Settings
functional: PBE
potential files: Ansatz PAW
basis: plane waves
wave-function cutoff: 700 eV
density cutoff ratio: 5
exchange-correlation grid ratio: 2
k mesh: 2 x 2 x 1, shifted by 0.5 0.5 0.5 of a step
self-consistency stop: 5e-08 eV per atom in the density residual
occupations: Fermi-Dirac, 0.05 eV
spin: none
net charge: 0

Cell vectors (angstrom)
a	11.5983	0	0
b	0	11.5983	0
c	-0.4779	1.8475	24.3067

Atoms: element, x, y, z (angstrom)
Si	0.2296	1.69	0.8164
Si	0.1649	7.1323	0.8731
Si	0.2943	10.2201	1.2366
Si	4.234	1.5738	0.6727
Si	4.1664	7.0745	0.9571
Si	4.1033	10.15	1.3896
Si	8.2367	2.6889	1.0492
Si	8.1533	5.8845	1.2668
Si	7.9926	9.8584	0.997
Si	2.269	2.2604	1.9771
Si	2.1698	6.3849	2.0632
Si	2.1665	10.207	2.6423
Si	6.0839	2.168	2.1106
Si	6.0265	6.3614	2.3158
Si	6.1473	9.9961	2.4821
Si	10.1183	2.1906	2.3961
Si	10.0827	6.454	2.4747
Si	9.8975	10.1656	2.4059
Si	2.2219	4.2947	3.3691
Si	2.1862	8.1747	3.7386
Si	2.2324	12.1948	3.7609
Si	6.0289	4.2176	3.471
Si	6.1104	8.1535	3.8458
Si	6.1608	12.0077	3.7134
Si	10.1029	4.2951	3.5785
Si	9.9426	8.3213	3.847
Si	9.9493	11.9868	3.8455
Si	0.4246	4.2938	4.9667
Si	0.3044	8.2844	5.1679
Si	0.3225	12.0267	5.1529
Si	4.0814	4.2659	4.9028
Si	4.1288	8.2145	5.1143
Si	4.198	12.0855	5.0894
Si	8.0579	4.2719	4.8945
Si	8.0242	8.2325	5.1915
Si	8.0257	12.0485	5.1683
Si	0.3768	2.3875	6.4211
Si	0.3272	6.2518	6.3134
Si	0.3706	10.1624	6.6456
Si	4.0914	2.4062	6.4393
Si	4.1268	6.1993	6.297
Si	4.1908	10.1632	6.5284
Si	8.1502	2.4235	6.4114
Si	8.0273	6.1912	6.3042
Si	7.9671	10.147	6.5856
Si	2.157	2.2986	7.9498
Si	2.2252	6.2703	7.6832
Si	2.3708	10.2011	8.0427
Si	6.1406	2.3823	7.6227
Si	6.0779	6.2522	7.6227
Si	6.0642	10.1101	8.0088
Si	10.1199	2.4023	7.8533
Si	9.9703	6.2039	7.6303
Si	9.9118	10.1768	7.9167
Si	2.0669	4.3889	9.0228
Si	2.3295	8.1121	9.1805
Si	2.2944	12.0558	9.6602
Si	6.16	4.3113	8.8677
Si	6.0502	7.9927	9.2301
Si	6.1484	12.2387	9.1856
Si	10.0096	4.4046	9.1068
Si	9.8988	8.0824	9.027
Si	10.0638	12.09	9.3614
Si	11.8488	5.0651	10.5006
Si	11.8687	8.1541	10.2654
Si	11.835	11.3163	10.9327
Si	4.1439	4.3067	9.954
Si	4.1603	7.3788	10.6119
Si	4.4412	12.9039	10.7133
Si	8.0127	4.2969	10.2895
Si	8.021	7.494	10.4271
Si	8.0575	12.6465	10.5361
Si	8.5901	3.964	14.6475
Si	3.5309	14.4114	19.3863
Si	6.5548	10.681	14.9462
Si	1.3613	6.062	15.0793
Si	11.4051	3.9026	13.4022
Si	8.6393	6.7454	16.1537
Si	13.6208	5.0895	17.842
Si	5.6399	4.3621	14.45
Si	4.9563	12.9688	13.7491
Si	12.1324	10.0709	18.8746
Si	8.0077	10.0281	12.4995
Si	9.7579	13.4043	16.147
Si	9.1273	3.0269	20.2889
Si	11.6677	12.5588	13.9647
Si	2.7961	11.7532	18.0404
Si	10.3565	0.8337	18.955
Si	3.99	6.881	13.6126
Si	4.1462	9.045	15.6848
Si	7.6529	10.0593	22.6404
Si	11.1117	3.346	18.1436
Si	3.2089	9.6973	20.0824
Si	3.587	7.4814	18.2513
Si	6.0655	5.6653	17.3352
Si	11.132	8.1334	16.7119
Si	9.133	9.4624	15.017
Si	9.6066	4.8027	22.8737
Si	2.7033	11.4968	15.0682
Si	4.5217	3.3597	22.0023
Si	6.2694	12.4182	22.9099
Si	6.1762	3.7561	19.7782
Si	9.4042	7.8453	23.0147
Si	4.8237	9.7716	22.7349
O	4.8045	6.5194	17.8503
O	3.2544	2.9694	21.0082
O	10.9255	4.4892	23.8121
O	3.7123	8.6732	0.7099
O	7.3953	11.5796	22.0027
O	9.6122	6.3662	22.3236
O	8.2404	4.4935	23.7509
O	4.1844	8.6085	23.7022
O	12.1365	14.1208	13.866
O	5.1743	11.2601	23.385
O	8.4378	14.239	15.6286
O	8.0053	5.8948	11.0453
O	4.0966	11.5133	0.3993
O	9.691	3.7773	21.6105
O	8.9469	9.1735	22.1032
O	8.2751	8.5265	-0.0138
O	5.4836	2.0458	22.2228
O	12.1496	4.5665	18.2845
O	5.1975	12.5963	12.1746
O	11.7349	8.7071	18.1012
O	5.1504	2.6116	19.1933
O	2.421	6.5716	13.9576
O	8.0338	10.5272	15.6565
O	6.6762	9.9734	13.4677
O	4.9178	2.933	14.1905
O	11.7984	4.1208	11.846
O	0.2519	5.1544	14.3335
O	4.857	5.5005	13.5969
O	4.1647	14.5492	10.9243
O	3.4449	12.4144	13.9746
O	9.9037	7.1322	17.115
O	9.7818	3.743	13.5622
O	3.8156	8.2387	19.6695
O	10.8225	14.6077	16.5637
O	5.4892	9.9362	15.9302
O	8.9388	5.2916	15.5211
O	3.7674	10.064	21.542
O	3.7307	10.7999	18.9819
O	7.172	4.222	13.8994
O	11.8407	6.662	11.0861
O	2.7093	13.1773	18.782
O	6.0655	12.2209	14.7061
O	7.9681	8.7164	11.5468
O	7.0864	12.954	24.2428
O	5.6703	4.738	16.0502
O	10.8085	10.9144	19.3392
O	8.0543	11.4666	11.7246
O	8.0022	14.2915	11.0337
O	4.1029	7.7734	12.2423
O	11.599	1.9165	18.8013
O	9.3409	9.8986	13.458
O	10.5341	9.4086	15.8512
O	11.5513	11.9557	12.4471
O	6.5743	4.7794	18.5945
O	5.4276	4.4213	21.099
O	3.4344	8.6125	17.0819
O	7.5243	3.0614	20.2948
O	3.1427	15.7284	18.5078
O	2.1437	5.1537	16.2095
O	0.6424	7.3381	15.8169
O	4.606	7.7423	14.8497
O	4.4852	2.1483	-0.8909
O	11.8314	9.6261	11.1373
O	9.5259	0.8932	17.5059
O	13.1528	9.7061	20.1053
O	12.928	11.0672	17.8554
O	8.0834	7.7009	23.9663
O	12.7187	11.7104	14.8663
O	3.044	9.9127	14.8473
O	8.0787	4.2574	1.5427
O	4.166	5.7241	10.816
O	0.3095	8.752	0.3945
O	-0.3102	6.3271	-0.5121
O	10.2907	12.5246	14.8738
O	6.2911	9.2134	22.2456
O	9.4915	1.4236	20.2128
O	0.2934	0.0569	0.3248
O	8.5138	7.9303	15.0293
O	9.739	3.7618	18.9477
O	3.3165	11.9597	16.5189
O	7.2529	6.7127	16.9874
O	2.2301	6.5967	18.413

Results
free energy: -112758.483 eV
free energy less fixed offsets of O -569.03, Si -635.61 eV per atom: 5.417 eV
pressure: -0.50 GPa
stress xx, yy, zz, yz, xz, xy (GPa, positive in tension): -0.88, 1.83, 0.55, 0, 0.12, -0.4

Forces (eV/angstrom), in the order of the atoms: element, x, y, z
Si	-0.1361	-0.1578	-0.1558
Si	-0.0887	-0.0524	-0.2179
Si	0.2535	0.0107	-0.3439
Si	0.1041	-0.204	-0.1085
Si	-0.1844	0.0689	-0.2214
Si	-0.488	0.0938	-0.2316
Si	0.0789	-0.2582	0.1718
Si	0.0889	0.0548	-0.167
Si	0.1391	0.2802	-0.2512
Si	-0.0678	-0.0837	-0.0808
Si	-0.1242	0.0911	0.007
Si	0.0026	0.1402	-0.279
Si	0.2845	0.0745	-0.3767
Si	0.2162	0.0427	-0.1952
Si	0.0957	-0.0037	-0.1643
Si	-0.1573	0.1504	-0.1962
Si	0.0459	0.0063	-0.1599
Si	-0.184	-0.1182	-0.2161
Si	-0.0033	0.0644	-0.2266
Si	0.067	-0.1455	0.1718
Si	-0.0554	0.0345	0.1817
Si	-0.1173	-0.1089	0.3308
Si	-0.0261	-0.1689	0.1988
Si	0.0594	0.2185	0.0647
Si	0.1949	0.002	0.3681
Si	-0.0417	-0.0218	0.2195
Si	-0.0325	0.0375	0.1628
Si	-0.2249	-0.0324	-0.1406
Si	0.0428	-0.0888	-0.0851
Si	0.0385	0.1175	0.0702
Si	0.2727	-0.0044	-0.2157
Si	-0.0856	-0.0336	0.0346
Si	-0.1035	-0.1168	-0.0138
Si	-0.0337	0.0267	-0.3702
Si	0.0156	0.071	-0.0466
Si	-0.0203	-0.0681	-0.0194
Si	-0.1423	-0.0485	-0.0374
Si	-0.047	-0.0612	0.0018
Si	0.0727	0.0401	0.1005
Si	0.0628	0.0469	0.0506
Si	-0.0278	-0.0169	0.0154
Si	-0.0908	-0.008	-0.0908
Si	-0.0332	-0.0334	0.0471
Si	0.0681	0.0553	-0.0021
Si	0.1009	0.0244	-0.0372
Si	0.0029	-0.2087	0.0253
Si	0.0319	0.1223	-0.2364
Si	-0.0952	0.044	0.0799
Si	0.0654	0.0104	-0.2837
Si	-0.022	0.0363	-0.2322
Si	0.0298	0.0703	0.1937
Si	-0.0067	-0.0846	0.0489
Si	-0.0488	-0.0128	-0.2549
Si	-0.0606	0.0422	-0.0271
Si	-0.3429	0.1236	0.1555
Si	0.1994	-0.0622	0.1129
Si	0.0854	-0.0757	0.0908
Si	0.0192	-0.0671	0.0961
Si	-0.0925	-0.0709	0.0153
Si	-0.0843	-0.0292	0.0481
Si	0.2629	0.0541	0.2148
Si	-0.1495	-0.0783	0.178
Si	-0.0047	-0.0466	0.0842
Si	-0.02	-0.0391	0.2917
Si	0.0079	0.0897	0.3091
Si	-0.0662	-0.059	-0.0075
Si	-0.0127	0.07	0.7224
Si	-0.1745	-0.2902	0.4194
Si	-0.0305	0.3504	0.1794
Si	0.0056	-0.0033	0.4164
Si	0.0339	-0.1038	0.1247
Si	0.1215	0.1625	0.0388
Si	-0.0749	0.1111	0.3238
Si	0.1676	0.0665	-0.05
Si	0.0195	-0.0216	0.3197
Si	0.0378	0.0533	0.1352
Si	-0.1049	0.0914	0.3072
Si	0.0186	0.0521	-0.0078
Si	-0.0452	-0.0674	-0.0466
Si	-0.0141	0.0151	0.158
Si	-0.0947	0.0232	0.3688
Si	-0.0428	0.0779	-0.0833
Si	-0.0309	0.0081	-0.0383
Si	-0.1045	0.0354	0.1647
Si	0.018	-0.1262	-0.1503
Si	-0.0423	0.0535	0.2913
Si	0.0637	-0.0694	-0.0924
Si	-0.159	-0.0034	-0.0164
Si	0.0024	-0.13	0.1969
Si	0.0646	0.168	0.0064
Si	0.0535	-0.0663	-0.1994
Si	-0.1699	0.0698	-0.0186
Si	-0.0067	0.0443	-0.0978
Si	0.095	0.1043	-0.055
Si	0.0399	-0.066	0.0013
Si	-0.0388	0.0344	-0.0403
Si	-0.1019	-0.1147	0.2511
Si	-0.0434	-0.1844	-0.0734
Si	0.1209	-0.086	0.1139
Si	-0.0027	0.1306	-0.3042
Si	0.1111	-0.0913	-0.226
Si	0.0101	-0.0291	-0.0974
Si	-0.1215	0.1548	0.0103
Si	0.0983	-0.0872	-0.3632
O	-0.0427	0.0188	0.0329
O	0.0748	0.024	0.0555
O	0.2223	-0.1435	0.1849
O	0.4391	-0.1033	0.2343
O	-0.1567	0.0129	0.1371
O	0.0408	-0.0553	0.0421
O	-0.2086	0.0594	0.2331
O	0.0141	0.038	0.1988
O	0.0421	-0.0065	-0.1318
O	-0.0319	0.0584	-0.0679
O	0.1317	0.0013	-0.108
O	0.0194	-0.0911	-0.4158
O	0.1264	0.1895	0.3481
O	-0.0012	0.1735	0.2323
O	0	-0.0615	0.2069
O	-0.0398	0.2032	0.3236
O	0.0445	-0.0928	0.0658
O	0.0254	-0.0275	0.0141
O	-0.0837	-0.0538	-0.3336
O	0.0359	-0.0161	0.0313
O	-0.0873	0.0672	0.0006
O	0.0282	0.0258	-0.1105
O	0.0332	-0.0569	-0.1067
O	0.0803	-0.0129	-0.1775
O	0.04	-0.0197	-0.1416
O	0.0607	0.0975	-0.0993
O	0.0066	-0.0416	-0.1316
O	-0.0038	0.0079	-0.0663
O	-0.0267	-0.4225	-0.2624
O	0.0089	0.0039	-0.1084
O	0.0306	-0.0098	-0.0135
O	0.0174	-0.0221	-0.2343
O	-0.0617	0.0935	0.0312
O	0.0542	-0.0609	0.0444
O	0.0138	-0.0265	-0.0948
O	-0.0086	-0.0792	-0.0716
O	0.0492	0.0084	0.1405
O	-0.0782	-0.0579	0.1035
O	0.0408	0.013	-0.1733
O	0.0745	-0.25	-0.4231
O	-0.0529	0.0581	0.0927
O	-0.0398	0.0485	-0.2075
O	0.0507	-0.166	0.0535
O	0.0237	-0.2439	0.1087
O	-0.0215	-0.0322	-0.078
O	0.0754	-0.0004	-0.0034
O	-0.0084	0.185	-0.0365
O	0.0756	0.2495	-0.3582
O	0.0492	0.1146	-0.4273
O	0.0266	0.005	-0.0125
O	-0.0229	0.0117	-0.1309
O	-0.0745	0.0166	-0.086
O	0.0603	-0.16	-0.2692
O	-0.0583	0.0052	0.0823
O	-0.0734	-0.0965	0.143
O	-0.0217	-0.0707	0.0126
O	-0.0157	0.0384	0.0432
O	-0.0361	-0.0588	0.0687
O	-0.0357	0.007	-0.0243
O	0.0334	-0.0819	-0.0669
O	-0.0069	-0.0594	-0.1284
O	-0.1043	-0.0736	0.302
O	0.0106	0.2162	-0.3371
O	0.1272	0.0544	-0.0107
O	0.1229	-0.0242	-0.0182
O	-0.0047	-0.0018	0.0586
O	-0.1629	0.1015	0.3434
O	-0.0578	-0.0027	-0.1077
O	-0.0194	0.0368	-0.0008
O	-0.147	-0.0142	-0.1446
O	0.0312	0.3385	-0.13
O	-0.0841	-0.2706	0.3645
O	0.083	0.1318	0.1461
O	0.1401	-0.063	-0.216
O	-0.0013	0.0572	0.1537
O	0.0386	0.0742	-0.0329
O	-0.0525	0.2096	0.3987
O	0.0507	0.0419	-0.0238
O	0.0643	0.0243	0.0486
O	-0.0552	0.0031	0.001
O	0.0039	0.0065	-0.0113
O	-0.0012	-0.0126	0.0142

The program warned: the cutoff lies below the one the program advises for these potential files.
